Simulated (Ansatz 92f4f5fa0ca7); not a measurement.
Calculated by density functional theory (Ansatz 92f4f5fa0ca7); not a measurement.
Periodic cell of 247 atoms, Si165O82, from a study of silicon, its oxide and their interface. The atomic structure is a simulated model.
Doubt: the cutoff is far below the 930 eV that the study's wrapper takes by default for these files, so forces and energies are approximate.
This geometry differs little from another in the collection (a relaxation step or a small displacement).

Settings: functional PBE; potential files Ansatz PAW; basis plane waves; wave-function cutoff 580 eV; density cutoff ratio 5; exchange-correlation grid ratio 1; k mesh 1 x 1 x 1, Gamma-centred; self-consistency stop 5e-08 eV per atom in the density residual; occupations fixed; spin none; net charge 0.

Cell vectors (angstrom)
a, 10.938, 0, 0
b, 0, 10.938, 0
c, 0, 0, 36.9663

Atoms: element, x, y, z (angstrom)
Si, 0, 0, 0.683
Si, 5.469, 0, 0.683
Si, 2.7345, 2.7345, 0.683
Si, 8.2035, 2.7345, 0.683
Si, 0, 5.469, 0.683
Si, 5.469, 5.469, 0.683
Si, 2.7345, 8.2035, 0.683
Si, 8.2035, 8.2035, 0.683
Si, 1.3673, 1.3673, 2.0503
Si, 6.8362, 1.3673, 2.0503
Si, 4.1018, 4.1018, 2.0503
Si, 9.5708, 4.1018, 2.0503
Si, 1.3673, 6.8362, 2.0503
Si, 6.8362, 6.8362, 2.0503
Si, 4.1018, 9.5708, 2.0503
Si, 9.5708, 9.5708, 2.0503
Si, 2.7345, 0, 34.9148
Si, 8.2035, 0, 34.9148
Si, 0, 2.7345, 34.9148
Si, 5.469, 2.7345, 34.9148
Si, 2.7345, 5.469, 34.9148
Si, 8.2035, 5.469, 34.9148
Si, 0, 8.2035, 34.9148
Si, 5.469, 8.2035, 34.9148
Si, 4.1018, 1.3673, 36.2821
Si, 9.5708, 1.3673, 36.2821
Si, 1.3673, 4.1018, 36.2821
Si, 6.8362, 4.1018, 36.2821
Si, 4.1018, 6.8362, 36.2821
Si, 9.5708, 6.8362, 36.2821
Si, 1.3673, 9.5708, 36.2821
Si, 6.8362, 9.5708, 36.2821
Si, -1.3735, -1.5322, 27.9119
Si, 4.9873, 0.517, 27.0087
Si, 3.1623, 2.1656, 27.0276
Si, 7.5193, 3.153, 26.9985
Si, -0.4361, 5.8391, 26.8054
Si, 5.8422, 4.9556, 26.9204
Si, 2.2911, 8.7354, 26.8266
Si, 8.7709, 7.5085, 26.6261
Si, 1.3312, 1.179, 28.0848
Si, 6.7117, 1.4009, 28.3081
Si, 4.1099, 3.9882, 28.1887
Si, 9.4826, 4.0689, 28.0145
Si, 1.3612, 6.85, 27.9649
Si, 6.9083, 6.7541, 27.9745
Si, 4.0342, 9.6188, 28.1425
Si, 11.3757, 10.3196, 26.7288
Si, 2.681, -0.0494, 29.5973
Si, 8.2117, -0.0943, 29.332
Si, -0.0438, 2.6691, 29.3236
Si, 5.408, 2.7338, 29.7086
Si, 2.6986, 5.4504, 29.358
Si, 8.1992, 5.4375, 29.4854
Si, -0.0226, 8.1442, 29.4342
Si, 5.4885, 8.16, 29.3128
Si, 4.0281, 1.334, 30.955
Si, 9.556, 1.3063, 30.7363
Si, 1.3209, 4.0675, 30.7282
Si, 6.8436, 4.1169, 30.9145
Si, 4.1028, 6.8097, 30.7295
Si, 9.5648, 6.8031, 30.8315
Si, 1.3137, 9.4958, 30.8696
Si, 6.8259, 9.5227, 30.7402
Si, -0.0317, -0.0188, 32.1796
Si, 5.4733, -0.0542, 32.1843
Si, 2.6659, 2.7548, 32.2094
Si, 8.2187, 2.6835, 32.1749
Si, -0.0053, 5.427, 32.1665
Si, 5.4454, 5.4924, 32.1974
Si, 2.7401, 8.1474, 32.1686
Si, 8.189, 8.1913, 32.1637
Si, 1.3332, 1.3545, 33.5544
Si, 6.8292, 1.3429, 33.5433
Si, 4.0833, 4.1043, 33.549
Si, 9.5663, 4.0746, 33.5438
Si, 1.3608, 6.8031, 33.5403
Si, 6.8278, 6.8435, 33.552
Si, 4.0899, 9.5379, 33.5448
Si, 9.5469, 9.56, 33.5457
Si, 2.7538, 0.0022, 3.4159
Si, 8.1988, 0.0092, 3.3996
Si, 0.0078, 2.7705, 3.4095
Si, 5.4845, 2.7411, 3.4122
Si, 2.7437, 5.4971, 3.4244
Si, 8.2176, 5.471, 3.4123
Si, 0.0236, 8.2063, 3.4102
Si, 5.4776, 8.2287, 3.4156
Si, 4.1228, 1.378, 4.7764
Si, 9.5597, 1.3958, 4.7305
Si, 1.3493, 4.1622, 4.7914
Si, 6.8478, 4.1131, 4.7762
Si, 4.1095, 6.8828, 4.791
Si, 9.607, 6.8291, 4.7646
Si, 1.4083, 9.5553, 4.7767
Si, 6.8324, 9.6091, 4.785
Si, 0.0255, 0.0402, 6.0288
Si, 5.4697, 0.0299, 6.2031
Si, 2.7467, 2.7808, 6.0765
Si, 8.2015, 2.7279, 6.1425
Si, 0.0014, 5.5153, 6.2346
Si, 5.4957, 5.5142, 6.113
Si, 2.759, 8.2219, 6.2278
Si, 8.2495, 8.2273, 6.0624
Si, 1.3861, 1.3839, 7.3896
Si, 6.8306, 1.4187, 7.5732
Si, 4.0778, 4.176, 7.4341
Si, 9.5662, 4.0578, 7.5345
Si, 1.3819, 6.8943, 7.6508
Si, 6.9187, 6.8762, 7.438
Si, 4.1268, 9.6075, 7.6209
Si, 9.6111, 9.6306, 7.3682
Si, 2.7278, 0.1329, 8.8857
Si, 8.2939, 0.0165, 8.7902
Si, 0.0758, 2.7109, 8.8456
Si, 5.3958, 2.8332, 8.8551
Si, 2.7648, 5.4712, 8.9717
Si, 8.1257, 5.3741, 8.8439
Si, 0.1173, 8.5095, 8.8614
Si, 5.5896, 8.2074, 8.8699
Si, 3.616, 1.938, 10.0859
Si, 10.0822, 0.9066, 10.0279
Si, 1.8488, 3.5987, 10.1432
Si, 6.217, 4.6791, 10.0298
Si, 4.6226, 6.4402, 10.0731
Si, 9.6823, 7.5098, 10.4158
Si, 0.9729, 10.2923, 10.227
Si, 7.2016, 9.3961, 10.1637
O, 6.3563, 4.619, 11.6852
O, 4.5528, 6.7552, 11.7058
O, 10.6947, 7.2845, 11.6642
O, 2.2692, 7.3779, 12.6882
O, 9.1721, 6.0303, 9.956
O, 8.358, -2.537, 10.8264
O, 9.5878, 1.1604, 11.5928
O, 1.4308, 3.7721, 11.7492
O, 8.7599, 7.4086, 24.8934
O, 7.6036, 2.4761, 25.4523
O, 5.3128, 5.4701, 25.412
O, 13.8328, 8.5409, 25.286
O, 10.8652, 10.464, 25.1318
O, -0.2723, 5.5886, 25.1234
O, 4.5276, 9.9011, 23.5361
O, -16.2024, -10.7558, 25.5261
Si, 11.2616, 4.0167, 12.9264
Si, 0.6929, 7.0541, 12.9534
Si, 3.8657, 7.657, 12.868
Si, 4.0571, 6.9969, 21.86
Si, -2.57, 13.3263, 19.6731
Si, 3.0901, 2.7271, 24.0306
Si, 9.307, 8.8511, 16.4322
Si, 9.2724, 5.9322, 24.2931
Si, 4.146, 1.429, 12.3312
Si, -0.3339, 1.7796, 14.7419
Si, 8.9376, 2.2779, 12.5678
Si, 11.95, 8.7744, 15.2803
Si, 5.051, 4.9504, 23.8872
Si, 9.2654, 5.8871, 17.023
Si, 3.1068, 9.1427, 23.787
Si, 6.7578, 4.5409, 15.7924
Si, 10.856, 8.6451, 21.1701
Si, 6.017, -2.0992, 20.1317
Si, 5.1832, 7.3614, 15.7866
Si, 12.5886, -0.114, 13.3314
Si, 5.2507, 11.3013, 23.9701
Si, 0.0536, 1.8311, 17.8601
Si, 2.6587, 6.9557, 17.328
Si, 0.3195, -0.5377, 23.548
Si, 1.7772, 6.4728, 20.1006
Si, 6.3076, 3.4905, 12.8424
Si, 6.1729, 1.8866, 17.3494
Si, 9.3193, 14.9513, 21.9524
Si, 6.7077, 0.4458, 21.4072
Si, 1.4795, 0.1577, 19.7427
Si, 6.7525, 10.1617, 15.5148
Si, 7.6001, 3.5017, 24.1958
Si, 5.4132, 10.4262, 12.6177
Si, 8.6155, 7.8705, 19.1403
Si, 0.6932, 2.038, 22.0689
Si, 4.6138, 0.321, 19.315
Si, 1.0663, 4.6693, 17.9046
O, 6.4798, -0.7611, 11.4109
O, 6.6074, 11.5135, 16.4459
O, 7.3448, 2.3453, 12.2902
O, 9.4281, 8.299, 20.4764
O, 5.1003, 6.1585, 22.7951
O, 1.9481, -0.6986, 23.4383
O, -2.9386, 1.2301, 20.7822
O, 4.3927, 7.2436, 14.3562
O, 2.7666, 1.0641, 13.1777
O, 10.7966, 14.3284, 21.7418
O, 9.212, 7.2361, 16.085
O, 9.0008, 6.3894, 18.5636
O, 13.4721, 24.4812, 25.5512
O, 8.3295, 9.7471, 15.4957
O, -2.4245, 3.8222, 20.5148
O, 7.2349, 2.3347, 18.5114
O, 1.903, 2.4958, 23.0016
O, 6.8463, 4.1766, 14.2072
O, 8.1079, 4.9223, 24.8437
O, 9.3913, 16.4749, 22.6659
O, 1.0158, 5.1696, 19.4713
O, 8.8978, 9.0212, 18.0071
O, -1.1606, 2.097, 18.9137
O, 10.5949, 9.1374, 22.7194
O, 1.2772, 12.408, 20.6726
O, 0.3004, 0.4953, 13.988
O, 4.2818, 9.2221, 12.6126
O, 6.5535, 0.654, 23.0223
O, 9.7531, 3.6964, 12.329
O, 10.8158, -1.4932, 16.2338
O, 0.5436, 3.0811, 14.2551
O, 5.9626, 8.7874, 15.9537
O, 6.8746, -1.1605, 21.163
O, 10.7213, 5.1732, 17.0338
O, 4.8706, 8.0018, 20.8925
O, 3.0511, 7.8701, 22.793
O, 3.5973, 4.2487, 23.7746
O, 6.2468, 10.5272, 14.0177
O, 8.2368, 4.7394, 16.4726
O, 4.2086, 7.3098, 17.0865
O, 6.1583, 3.8071, 23.5097
O, 0.491, 5.5299, 13.4594
O, 1.8177, 7.7061, 16.1737
O, 4.7869, 1.3992, 18.0935
O, 0.8287, 0.4678, 18.2833
O, 11.6848, 9.8026, 20.382
O, 0.1504, 8.0418, 14.1099
O, 2.0908, 9.7543, 14.5165
O, 3.1138, 6.0268, 20.9374
O, 5.3178, 0.9438, 20.6688
O, 5.3751, -1.1014, 18.9964
O, 4.8472, 2.7733, 13.0242
O, 0.7899, -3.666, 21.1099
O, 7.0261, 7.7763, 19.4497
O, 8.6137, 3.0193, 23.0434
O, 1.1312, 3.0563, 17.8805
O, 2.199, 7.4373, 18.8263
O, 10.7915, 0.8577, 22.8347
O, 1.3233, 10.1321, 11.8715
O, 6.0805, 6.012, 15.93
O, 3.0699, -0.07, 19.5688
O, 2.3995, 5.3355, 17.2211
O, 5.9699, 3.2659, 16.4809
O, 9.0881, 1.885, 14.1452
O, -0.4815, 1.6511, 16.3401
O, 4.2483, 12.5598, 23.8012

Results
free energy: -151526.832 eV
free energy less fixed offsets of O -568.88, Si -635.61 eV per atom: -3.022 eV

Forces (eV/angstrom), in the order of the atoms: element, x, y, z
Si, -0.0539, 0.0114, 0.0011
Si, -0.01, -0.013, -0.0077
Si, -0.0325, -0.0038, -0.0027
Si, -0.0061, -0.0474, -0.0052
Si, -0.0251, -0.0198, -0.0118
Si, -0.0457, -0.0009, 0.0009
Si, 0.0001, -0.0288, -0.006
Si, -0.0165, -0.0227, -0.0194
Si, 0.0483, 0.0474, 0.1032
Si, -0.0278, 0.0699, -0.1689
Si, -0.0071, 0.0519, 0.0936
Si, -0.017, 0.0763, -0.1996
Si, 0.0791, 0.0143, -0.1487
Si, 0.0406, 0.0487, 0.0584
Si, 0.0468, 0.0715, -0.133
Si, 0.0391, -0.0393, 0.0146
Si, -0.025, -0.0302, -0.1233
Si, -0.0364, -0.0621, 0.0879
Si, -0.0799, -0.0558, 0.1645
Si, -0.0506, -0.0337, -0.1347
Si, -0.0302, -0.0331, 0.1456
Si, -0.0264, -0.073, -0.1162
Si, -0.0172, -0.0647, -0.1581
Si, -0.0125, -0.0204, 0.139
Si, 0.0362, 0.0018, -0.0074
Si, -0.0041, 0.0532, 0.002
Si, 0.0266, -0.0031, 0.0027
Si, 0.0331, 0.0087, 0.002
Si, 0.0181, 0.0205, -0.0006
Si, 0.0497, -0.0073, -0.0078
Si, 0.0453, 0.0028, -0.0019
Si, -0.0177, 0.0585, 0.0104
Si, -0.0096, -0.0048, -0.0019
Si, 0.0087, -0.0063, 0.0061
Si, -0.0181, 0.0066, -0.0048
Si, 0.0043, -0.0229, 0.0282
Si, 0.0203, -0.0002, 0.0215
Si, -0.0212, -0.002, 0.0135
Si, 0.0054, -0.0014, 0.0163
Si, -0.0021, 0.0199, 0.0034
Si, 0.0092, 0.0028, 0.0008
Si, 0.0063, 0.017, -0.0064
Si, 0.0085, -0.0015, -0.0163
Si, 0.0035, 0.0028, -0.0099
Si, -0.0082, -0.0089, 0
Si, 0.0016, 0.007, -0.0008
Si, -0.0057, 0.0031, -0.0061
Si, -0.0004, 0.0066, 0.0073
Si, -0.004, -0.0006, 0.0095
Si, 0.0037, 0.0039, -0.0029
Si, -0.0045, -0.0029, 0.0083
Si, 0.0029, 0.0003, 0.002
Si, -0.0006, 0.0075, -0.0035
Si, 0.0047, -0.0001, 0.0235
Si, 0.0032, -0.004, 0.0097
Si, -0.0053, -0.0044, 0.0081
Si, -0.0089, 0.0066, 0.0175
Si, 0.0016, -0.0011, 0.008
Si, 0.0036, -0.0041, 0.0063
Si, -0.0035, 0, 0.0065
Si, 0.0009, -0.0016, 0.0069
Si, -0.0008, -0.0008, 0.0023
Si, 0.0042, -0.0006, 0.0061
Si, 0.0024, 0.0009, 0.0094
Si, 0.0023, -0.0021, -0.001
Si, -0.0058, 0.0037, -0.0032
Si, 0.0079, -0.0102, -0.005
Si, -0.0043, 0.0054, -0.0041
Si, -0.0064, 0.0028, 0.0026
Si, 0.0055, -0.0039, -0.004
Si, -0.0069, 0.0042, -0.0013
Si, 0.0036, -0.0048, 0.0024
Si, -0.001, 0.0051, 0.0023
Si, 0.0032, 0.0003, 0.0038
Si, -0.0025, 0.0004, 0.0011
Si, 0.0021, -0.0027, 0.004
Si, 0.006, -0.0012, 0.0043
Si, -0.0043, 0.0014, 0.0028
Si, 0.0021, -0.003, 0.0038
Si, -0.0016, 0.0051, 0.0025
Si, -0.0006, -0.0037, -0.0007
Si, -0.0003, 0.0046, -0.0003
Si, -0.0044, 0.0009, -0.0019
Si, 0.0033, -0.0013, 0.0004
Si, -0.0012, 0.0004, -0.0025
Si, -0.0007, -0.0018, 0.0009
Si, 0.002, -0.0004, 0.0005
Si, -0.0034, -0.0022, -0.0008
Si, 0.0021, 0.0032, -0.0018
Si, 0.0037, -0.0018, 0.005
Si, 0.0039, -0.0049, -0.0032
Si, -0.0018, 0.0024, 0.0065
Si, 0.0065, 0.0026, 0.0041
Si, -0.0016, 0.001, -0.0002
Si, -0.0039, 0.0021, 0.0048
Si, 0.0016, -0.002, -0.0022
Si, -0.0057, -0.0041, 0.0089
Si, 0.0023, 0.0023, 0.0118
Si, -0.0021, 0.0007, 0.0098
Si, 0.0002, 0.0013, 0.0011
Si, -0.0053, -0.0048, 0.0161
Si, 0.0022, -0.0075, -0.0029
Si, 0.0028, 0.0009, 0.0002
Si, 0.0023, 0.0028, 0.0042
Si, 0, -0.0037, -0.0035
Si, -0.0039, 0.0111, 0.0019
Si, -0.0006, 0.0025, -0.0018
Si, 0.0049, -0.0028, -0.0071
Si, 0.0035, 0.0034, 0.0025
Si, -0.0031, -0.0019, -0.0087
Si, -0.003, -0.0027, -0.0002
Si, 0.0106, 0.0027, -0.0125
Si, 0.0034, 0.015, -0.0003
Si, 0.0005, 0.003, -0.0104
Si, 0.0044, -0.0013, -0.0035
Si, -0.0041, -0.004, -0.0002
Si, -0.0019, -0.003, -0.0074
Si, 0.0021, 0.0006, 0.0074
Si, -0.014, -0.0196, 0.0016
Si, 0.0026, 0.0117, -0.0075
Si, 0.0093, -0.0035, -0.012
Si, -0.0067, 0.0172, -0.008
Si, -0.0043, -0.0014, -0.0133
Si, 0.0077, -0.0249, -0.0032
Si, -0.0088, 0.0136, 0.0092
Si, 0.0136, -0.0066, 0.0024
Si, 0.0099, -0.0012, 0.0081
Si, -0.0078, -0.0135, 0.0359
O, 0.001, 0.0195, -0.0034
O, 0.0065, -0.0096, -0.0047
O, -0.0017, 0.0032, -0.0005
O, -0.0045, 0.0005, 0.0011
O, -0.0007, 0.0091, 0.0002
O, -0.0097, 0.0115, -0.0088
O, 0.0055, -0.0164, 0.0052
O, 0.005, -0.0001, 0.0122
O, 0.002, -0.0014, 0.0031
O, 0.004, 0.0023, -0.0111
O, 0.0013, -0.0008, -0.0075
O, 0.0044, -0.0019, -0.0075
O, -0.0004, -0.0007, -0.0133
O, -0.0018, 0.0025, -0.003
O, -0.0042, -0.0006, 0.0022
O, 0.0008, -0.0036, 0.0046
Si, -0.0074, 0.0042, 0.0021
Si, -0.0013, 0, -0.0008
Si, -0.0037, 0.0123, 0.0102
Si, -0.0035, 0.0055, -0.0059
Si, 0.0029, 0, 0.0028
Si, -0.0212, 0.0205, 0.0074
Si, -0.0042, -0.0014, -0.0012
Si, 0.0016, -0.0024, -0.0107
Si, 0.0115, -0.0051, 0.0092
Si, -0.0031, -0.0002, -0.0054
Si, -0.0115, 0.0161, -0.0004
Si, 0.001, -0.0082, -0.0028
Si, -0.0143, -0.0065, 0.0065
Si, 0.0008, -0.0049, -0.0013
Si, 0.0018, 0.0043, -0.0027
Si, -0.0005, -0.0039, 0.001
Si, -0.0028, -0.0012, 0.0024
Si, -0.0013, 0.0024, -0.0023
Si, -0.0013, 0.0005, -0.0024
Si, -0.0001, 0.0046, 0.0074
Si, 0.0115, -0.0016, -0.0001
Si, 0.004, 0.0033, -0.0011
Si, 0.0016, -0.0042, -0.0004
Si, -0.0057, 0.0015, 0.0044
Si, -0.0006, -0.0001, 0.0006
Si, 0.0037, -0.0158, 0.0108
Si, -0.0035, -0.0015, -0.0034
Si, 0.0036, 0.0026, 0.0003
Si, -0.0019, -0.0006, 0.0025
Si, 0.007, -0.0033, -0.0018
Si, -0.0013, 0.0063, -0.0049
Si, -0.001, -0.0051, -0.0065
Si, -0.0029, 0.0151, 0.0187
Si, 0.0013, -0.0041, 0.0036
Si, 0.0181, -0.0015, 0.0077
Si, -0.0024, -0.0017, -0.0017
Si, 0.0008, 0.0005, -0.0009
O, 0.0171, -0.0072, -0.0211
O, 0.0001, -0.0006, 0.0063
O, 0.0009, -0.0039, 0.0015
O, 0, 0.001, 0.0006
O, -0.0022, -0.003, 0.0051
O, 0.0034, -0.0019, 0.0041
O, 0.002, 0.0007, 0.0007
O, 0.0001, -0.0007, 0.0008
O, -0.0061, -0.0046, 0.0045
O, 0.0014, -0.0008, 0.0071
O, 0.0014, 0.0023, 0.0028
O, 0.0002, 0.001, 0.0019
O, 0.019, -0.0005, -0.0328
O, 0.0005, -0.0001, 0.0056
O, 0.0017, 0.0009, 0.0024
O, 0.0021, 0.0004, 0.0049
O, 0.0209, -0.0002, 0.0123
O, -0.0008, 0.0005, 0.0049
O, -0.0072, -0.0097, 0.0064
O, 0.0003, -0.0011, 0.0064
O, 0.0014, 0.0022, 0.0032
O, 0.0016, 0.0023, 0.0038
O, -0.0006, -0.0007, 0.002
O, 0.0025, 0.0058, 0.0044
O, -0.0108, 0.0054, 0.0093
O, 0.0031, 0.0004, 0.0014
O, -0.0042, -0.0076, 0.0006
O, -0.003, -0.0008, 0.006
O, 0.0034, 0.0047, -0.0016
O, 0.0036, 0.0012, 0.0017
O, 0.0027, -0.0026, 0.0087
O, 0.001, -0.0014, 0.0036
O, 0.0012, -0.0003, 0.0031
O, -0.0005, 0.0013, 0.0046
O, 0.0022, -0.0017, 0.0037
O, 0.0023, 0.0028, 0.0062
O, 0.0007, -0.0353, 0.0202
O, -0.002, -0.001, -0.0006
O, 0.0001, 0.0014, 0.0047
O, -0.0046, -0.0016, 0.0007
O, -0.0001, 0.0043, 0.0084
O, 0.002, 0.0045, 0.0003
O, -0.0017, 0.0097, 0.0007
O, 0.0025, -0.0014, 0.0041
O, 0.0012, 0.0017, 0.0071
O, 0.0022, 0.0018, -0.0002
O, 0.0094, -0.0046, 0.0063
O, -0.0006, -0.0044, 0.0036
O, -0.0006, 0.001, 0.0009
O, 0.0028, 0.001, 0.0034
O, 0.0012, -0.0003, 0.006
O, -0.0014, -0.0032, 0.0005
O, 0.0037, 0.0017, 0.0009
O, -0.0042, 0.0039, 0.0044
O, -0.003, 0.0012, 0.0048
O, -0.0014, -0.0008, 0.0045
O, 0.0007, -0.002, 0.0037
O, 0.0094, 0.003, 0.0048
O, 0.0026, -0.0026, -0.0026
O, 0.0004, 0, 0.0025
O, -0.0054, 0.004, 0.0045
O, 0.0025, 0.0048, 0.0028
O, 0.0017, 0.0029, 0.0023
O, 0.003, -0.001, 0.0153
O, 0.0001, -0.0004, 0.0052
O, -0.0084, 0.0099, 0.0052

The program warned: the cutoff lies below the one the program advises for these potential files; the exchange-correlation potential is rough where the density is thin.
